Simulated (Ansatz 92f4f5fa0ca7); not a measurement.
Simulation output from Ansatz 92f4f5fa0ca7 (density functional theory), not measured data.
Periodic cell of 252 atoms, Si144O100N8, from a study of silicon, its oxide and their interface. The atomic structure is a simulated model.
This geometry differs little from another in the collection (a relaxation step or a small displacement).

Settings
functional: r2SCAN
potential files: Ansatz PAW
basis: plane waves
wave-function cutoff: 800 eV
density cutoff ratio: 5
exchange-correlation grid ratio: 1
k mesh: 1 x 1 x 1, shifted by 0.5 0.5 0 of a step
self-consistency stop: 1e-10 eV per atom in the density residual
occupations: fixed
spin: none
net charge: 0

Cell vectors (angstrom)
a  10.887  0  0
b  0  10.887  0
c  0  0  35.0019

Atoms and the computed forces on them: element, x, y, z (angstrom), force x, y, z (eV/angstrom)
Si  -0.5089  0.6057  0.0283  0.0009  0.001  -0.0435
Si  2.116  3.316  -0.0525  -0.0011  -0.0022  -0.0495
Si  -0.1411  5.463  0.3107  0.0088  -0.0001  -0.0273
Si  2.7014  8.13  0.0223  0.0054  0.0022  -0.0502
Si  5.4809  0.0135  0.2227  -0.0016  -0.0039  -0.0508
Si  8.1886  2.825  0.3343  0.0007  -0.0035  -0.0374
Si  5.9244  4.9935  -0.0947  -0.0062  0.008  -0.0493
Si  8.5953  7.7438  -0.0971  -0.0086  0.0062  -0.0477
Si  1.2399  1.544  1.312  -0.0035  0.0032  0.0038
Si  4.0153  4.1902  1.2049  -0.0017  0.0059  0.0038
Si  1.3912  6.8125  1.4442  0.0043  0.0017  0.0015
Si  3.9533  9.597  1.3966  -0.0003  -0.0026  0.0042
Si  6.8587  1.3275  1.539  0.0006  -0.0008  -0.0004
Si  9.4326  4.1919  1.7249  0.0039  -0.0049  -0.0051
Si  6.8765  6.7439  1.2459  0.0005  -0.0014  0.0038
Si  9.448  9.6066  1.2294  -0.0022  0.004  0.0091
Si  -0.0134  2.7744  2.8707  -0.0003  -0.002  0.0007
Si  2.6056  0.1182  2.6885  -0.0052  0.0051  -0.0016
Si  -0.0101  8.2858  2.6613  -0.0028  0.0034  -0.0042
Si  2.8051  5.4963  2.7659  0  -0.0077  -0.0056
Si  5.3325  2.7519  2.6632  -0.0036  0.0011  -0.0051
Si  8.1699  -0.0764  2.8243  0.0037  0.0025  0.0047
Si  5.4425  8.1574  2.6059  -0.002  0.0031  -0.0021
Si  8.0539  5.5688  2.9038  -0.0029  0.0029  0.0067
Si  1.4127  4.132  4.1339  0.001  0.0012  -0.0011
Si  4.0287  1.3964  4.0658  -0.0005  0.0022  -0.004
Si  1.3249  9.5992  4.0739  -0.0015  0.0031  -0.0033
Si  4.1402  6.8536  4.0931  0.0018  -0.0041  -0.0007
Si  6.6925  4.1011  4.0953  -0.0014  0.0018  0.0011
Si  9.5221  1.3411  4.1501  -0.0023  0.0006  -0.0052
Si  6.7552  9.476  4.0926  0.0039  -0.0013  -0.0012
Si  9.5271  6.9227  4.0999  0.0007  0.0017  0.0032
Si  -0.0056  0.0099  5.5034  -0.0007  0.0026  0.0017
Si  2.7275  2.7364  5.4884  0.0008  0.0034  0.0005
Si  0.006  5.5106  5.4333  -0.0006  0.0005  0.0023
Si  2.7304  8.218  5.3957  0.0002  -0.0013  -0.0021
Si  5.3961  0.0021  5.4065  0.0014  0.0028  0.0014
Si  8.1077  2.7384  5.4252  0.0007  0.0029  0.0011
Si  5.4228  5.4568  5.4937  -0.0008  0.0045  -0.0005
Si  8.156  8.199  5.4898  -0.0021  0.001  0.0002
Si  1.3652  1.3663  6.8358  0.0013  0.0003  0.0005
Si  4.0897  4.0827  6.8428  0.0032  0.0027  -0.0022
Si  1.3894  6.8496  6.7819  0.0016  -0.0009  -0.0016
Si  4.0601  9.5452  6.8016  0.0009  0.0005  0.0001
Si  6.775  1.3497  6.7769  0.0004  0.0023  -0.0005
Si  9.514  4.1035  6.767  -0.0005  0.0011  0.0002
Si  6.8331  6.788  6.8194  -0.0003  -0.0006  0.0002
Si  9.5224  9.5411  6.8468  0.0017  0.0016  -0.0012
Si  -0.018  2.7342  8.1431  0.0005  0.003  -0.0006
Si  2.6919  -0.0206  8.1985  -0.0002  0.0016  0.0005
Si  0.0353  8.1828  8.1713  0.0025  0.0021  -0.0004
Si  2.7205  5.4526  8.1444  -0.0002  0.003  0.0001
Si  5.4392  2.6843  8.1776  0.0008  0.0003  0.0006
Si  8.1624  0.0312  8.1548  0.0008  0.0026  0.0025
Si  5.4558  8.1666  8.1177  -0.0001  0.0046  -0.001
Si  8.1988  5.4499  8.1876  0.0004  0.0046  0.0008
Si  1.3638  4.0798  9.4851  0.0001  0.0008  0.0001
Si  4.0537  1.3229  9.5387  0.0002  0.0041  0.0006
Si  1.3283  9.5322  9.6088  -0.0012  0.0027  -0.0014
Si  4.1009  6.8097  9.4709  0.0013  0.0028  0.0031
Si  6.8432  4.0353  9.5008  -0.0009  0.0002  -0.0047
Si  9.5468  1.3536  9.5285  0.0031  -0.0001  -0.0016
Si  6.835  9.5074  9.4664  0.0003  -0.0019  0.0016
Si  9.6196  6.8004  9.5343  0.0011  0.0023  -0.0005
Si  -0.0538  0.0123  11.0095  -0.0062  0.0015  -0.0051
Si  2.6333  2.669  10.8677  0.0024  -0.0001  0.0034
Si  0.0971  5.4317  10.9106  0.0016  -0.0028  -0.0008
Si  2.7437  8.1234  10.8694  0.0023  0.0001  0.002
Si  5.4496  -0.0763  10.8173  0.003  0.002  -0.0043
Si  8.2471  2.7293  10.8867  0.0002  0.009  -0.0009
Si  5.4428  5.4021  10.7847  -0.0029  -0.0041  0.002
Si  8.2709  8.2217  10.8246  0.0003  0.0004  -0.0064
Si  1.3023  1.3823  12.388  -0.0018  0.0039  -0.0023
Si  4.0108  4.0566  12.1168  0.0002  0.0082  -0.0092
Si  1.4776  6.7502  12.3105  0.0028  -0.0013  0.0014
Si  4.1394  9.4214  12.2002  -0.0032  -0.0004  -0.0034
Si  6.8244  1.3129  12.0868  0.0081  -0.0064  0.0026
Si  9.6907  4.0372  12.273  0.0066  -0.0007  0.0011
Si  6.9787  6.7109  11.9841  0  0.0007  0.0007
Si  9.4629  9.5429  12.4241  0.0048  0.0054  0.008
Si  -0.0467  2.7578  13.9294  -0.0033  0.0075  0.0051
Si  2.8113  -0.0242  13.5622  0.0066  -0.006  0.0033
Si  0.1156  8.1085  13.6507  0.0041  0.0067  -0.0021
Si  2.7718  5.2987  13.7086  0.0032  0.0072  -0.003
Si  5.4562  2.6977  13.3094  0.0049  0.004  0.0027
Si  7.9217  0.0927  13.7404  0.002  0.0004  0.0055
Si  5.614  7.9004  13.3484  0.0017  0.0036  0.0005
Si  8.2982  5.4456  13.4438  -0.0015  0.0042  -0.0041
Si  1.7281  3.8178  15.3414  0.0134  -0.0017  0.0778
Si  4.0016  1.6177  14.7573  0.0064  0.01  0.0661
Si  1.3978  9.5996  14.9357  -0.0023  0.0064  0.0552
Si  4.6731  6.2059  14.701  -0.0073  0.0166  0.04
Si  6.8403  4.0512  14.5567  -0.0029  -0.0029  0.0272
Si  8.9426  1.8425  15.1212  0.0063  -0.0045  0.045
Si  6.2403  9.5782  14.8085  -0.0136  0.0134  0.0519
Si  9.4805  6.8442  14.9225  -0.0118  0.011  0.0697
Si  -6.6119  20.6122  18.8627  0.0044  -0.001  0.1053
Si  -1.2144  2.5686  21.7238  -0.0037  -0.003  0.0486
Si  7.9483  14.8624  25.8887  -0.0088  -0.005  -0.0295
Si  22.9312  17.989  25.9934  0.0055  0  -0.0341
Si  -3.2017  0.3316  22.6528  -0.003  -0.0043  0.0324
Si  25.7627  1.4527  17.6394  -0.0162  -0.0005  0.099
Si  -12.9101  15.9013  20.35  -0.0078  -0.0046  0.0867
Si  11.7892  9.7166  24.6583  -0.0033  -0.0078  0.0023
Si  -0.064  -3.6918  20.3521  -0.0005  0.0014  0.0924
Si  16.6074  20.5458  26.6751  0.0037  -0.0066  -0.027
Si  1.4853  22.8222  26.3802  0.003  -0.0077  -0.0373
Si  9.2433  6.5427  17.9197  0.0116  -0.0028  0.1272
Si  14.7735  30.3534  16.2322  0.0091  0.0096  0.0861
Si  -15.7432  -1.5852  21.3512  0.0186  -0.0003  0.0787
Si  18.9745  8.7356  16.7159  0.0245  0.0054  0.0859
Si  9.556  8.6322  22.7691  -0.0059  0.0107  0.0487
Si  12.2215  3.8689  22.701  -0.0037  -0.0026  0.0353
Si  1.4082  23.7225  20.7543  -0.0189  0.0072  0.0845
Si  1.8008  21.7743  18.7363  0.0181  0.0021  0.0914
Si  2.9502  16.3104  24.636  0.0023  -0.0035  0.0044
Si  10.6107  12.44  28.6559  -0.0019  -0.0138  -0.0705
Si  6.727  9.0555  32.9793  -0.0072  0.0277  -0.0941
Si  13.3747  25.6408  18.4557  0.0067  0.0058  0.1256
Si  -6.2617  6.7906  32.9044  -0.0258  0.0014  -0.1063
Si  -7.1474  -9.2621  30.2519  0.0044  -0.0134  -0.0994
Si  7.3878  6.8141  22.265  -0.0051  0.0094  0.0452
Si  -12.7238  24.9355  30.8134  -0.0133  -0.0051  -0.103
Si  12.0814  7.878  28.894  0.0043  0.008  -0.0794
Si  2.6384  5.9971  20.636  -0.0011  0.0083  0.0834
Si  10.275  21.757  16.9912  0.012  -0.0218  0.0947
Si  5.0812  10.3703  23.8213  -0.0006  0.0099  0.0153
Si  -3.1748  15.9026  28.6819  -0.0031  0.0178  -0.076
Si  -2.8516  21.6436  28.0066  -0.0011  -0.0128  -0.0623
Si  -13.8297  7.8178  27.365  -0.004  0.002  -0.0441
Si  3.2626  10.2545  28.3423  0.0066  -0.0103  -0.0685
Si  3.6825  34.1107  33.2141  0.0079  -0.0106  -0.1085
Si  2.4655  22.903  23.5613  0.0089  -0.0134  0.0245
Si  -8.2327  -5.2583  30.6182  -0.0107  -0.003  -0.0982
Si  -0.0092  9.9981  30.3782  -0.0107  -0.0058  -0.0995
Si  -4.1221  12.1402  25.469  -0.0067  0.0064  -0.0097
Si  1.3948  21.0257  33.0825  0.0041  0.0029  -0.1053
Si  11.9204  13.9124  30.9075  0.0035  0.0046  -0.0985
Si  15.4413  18.1536  22.7263  0.006  -0.0007  0.0424
Si  15.5824  25.7915  28.7669  0.0182  0.0015  -0.0681
Si  20.1604  6.4578  24.798  0.0113  -0.0067  0.0078
Si  26.7957  14.556  25.8517  0.012  -0.0054  -0.026
Si  7.9682  11.0816  30.8937  0.0133  0.0142  -0.1005
Si  21.3742  -7.7966  33.3784  -0.003  0.0007  -0.1235
O  6.1314  -6.1577  28.7776  -0.0034  -0.0062  0.0217
N  -1.397  2.0315  34.382  -0.0065  -0.0032  0.0566
O  7.061  -0.6093  31.9658  -0.0204  -0.0392  0.063
O  -2.5674  15.2679  30.0393  0.0208  -0.0232  0.0553
O  5.5374  5.5416  33.4015  0.0087  -0.0131  0.0527
O  -7.9459  13.7098  33.612  -0.0153  0.0206  0.0517
O  -10.8943  17.4019  25.0259  0.0034  0.0045  0.003
O  6.4578  -13.5466  26.8488  0.0011  0.0007  0.014
O  12.0086  20.7731  31.5231  0.0227  0.0032  0.0826
O  18.811  6.6264  28.4865  -0.0021  -0.0112  0.0246
O  9.4403  10.4079  30.9656  -0.0037  -0.0001  0.036
O  10.9411  10.7865  33.6726  -0.0231  0.0138  0.0573
N  -2.1663  18.0825  23.3108  -0.0045  -0.0012  -0.0212
O  8.6155  9.2194  27.8797  0.0015  0.0094  0.0241
N  6.8972  10.9599  26.7305  0.0017  -0.0005  0.0216
O  15.629  12.2332  16.2124  0.0033  0.0021  -0.0768
O  4.6122  8.7857  17.6322  -0.0022  -0.0195  -0.0638
O  -8.5899  19.886  28.5619  -0.0067  -0.0059  0.0256
O  -0.288  3.5854  22.628  -0.0059  -0.0081  -0.018
O  2.2998  8.871  16.1044  -0.0173  0.0091  -0.0533
O  -0.2965  8.9519  23.9482  -0.0073  0.0003  -0.0086
O  1.5545  3.0702  19.5591  0.0133  0.0159  -0.0598
O  -4.4712  4.4848  25.8175  -0.0013  -0.0013  0.0093
O  5.1219  9.1488  20.065  -0.0352  0.0077  -0.0639
O  7.8194  3.0254  15.438  -0.0092  0.0066  -0.0207
O  8.5459  1.6975  22.4974  0.0068  0.0091  -0.0223
O  11.2069  10.5522  15.7118  0.025  -0.0075  -0.051
O  13.5383  9.5337  18.9369  -0.0006  0.0035  -0.0327
O  10.2201  5.7653  20.8389  -0.005  0.0033  -0.0325
O  2.9158  16.1431  19.2039  0.0017  -0.0241  -0.0567
O  1.6862  15.46  24.0856  -0.004  -0.0112  -0.0151
O  4.6969  0.4078  18.6665  -0.0034  0.0158  -0.0388
O  -24.1823  -2.7854  15.2713  0.0098  -0.02  -0.0235
O  -16.9027  1.1729  34.2513  0.0141  -0.0072  0.046
O  -1.0656  17.0867  16.4253  0.0068  0.0074  -0.0851
O  28.9519  8.1483  21.3359  -0.0065  0.0065  -0.0243
O  -6.1297  24.289  29.3702  -0.0119  -0.0167  0.0408
O  25.6108  13.8598  18.19  0.0096  -0.0107  -0.0409
O  -14.1235  16.4926  21.2318  0.0143  -0.0142  -0.0371
O  10.359  7.3423  18.8013  -0.0253  -0.0012  -0.0671
O  12.9747  0.6239  20.2032  0.0049  -0.0189  -0.0563
O  12.5469  -0.3022  23.5146  -0.0064  0.0049  -0.0056
O  9.4823  23.1189  16.606  -0.015  0.0119  -0.0556
O  10.2554  19.249  21.3253  0.011  -0.0132  -0.0344
O  4.8474  9.7871  25.3168  0.0067  -0.0002  0.0085
O  4.222  3.8864  27.2306  -0.0045  0.0027  0.0395
O  17.574  -0.0994  21.4196  -0.0086  -0.0098  -0.0266
O  5.7602  15.9779  15.2889  0.0044  -0.0035  -0.0354
O  5.9781  6.5092  23.0062  0.0048  -0.0006  -0.0124
N  5.0181  8.9971  22.7327  -0.0027  -0.0068  -0.0271
O  9.225  9.6992  17.2715  -0.0171  -0.0189  -0.0575
O  1.7273  25.9046  17.0026  -0.0214  -0.0002  -0.0995
O  2.4602  0.8779  17.5291  0.0056  0.0106  -0.0368
O  8.8014  4.8915  24.8617  0.0024  0  0.0021
O  7.966  2.3784  25.5089  0.0018  -0.0023  0.0039
O  -20.0582  -2.1112  33.8863  0.0137  -0.0172  0.0451
O  -9.3498  18.0544  20.4415  -0.0081  -0.0014  -0.0265
O  19.2977  15.1147  27.4282  -0.0016  0.0031  0.0336
O  -5.3056  18.9164  32.4109  0.0017  -0.0006  0.0398
O  23.9029  1.7605  25.0517  -0.0045  -0.003  0.0047
O  25.7258  17.6117  21.2863  -0.016  -0.0119  -0.0346
O  12.8694  15.773  21.6157  0.0068  0.0138  -0.0344
O  19.7875  3.4417  20.6178  -0.0016  0.0105  -0.0285
O  0.6346  7.2524  27.5118  0.0014  0.0055  0.0365
O  -6.1963  20.5893  27.8875  -0.0117  0.0056  0.0252
O  0.6476  13.2323  32.3552  -0.0149  -0.0016  0.0851
O  7.2846  21.7116  29.4477  0.0008  0.0032  0.0639
O  19.6305  16.137  18.7493  -0.0005  0.0178  -0.0692
O  3.569  32.7856  29.7288  0.0021  0.0187  0.0465
O  -6.2822  20.5237  15.2063  0.0049  0.0068  -0.0432
O  4.1271  17.8975  15.9985  0.0134  -0.0241  -0.0432
O  17.6624  9.5601  16.3694  0.0146  -0.0111  -0.0595
N  -0.3856  13.632  29.9214  0.0059  0.0148  0.0647
N  -10.2622  4.1723  34.3417  0.0049  0.0103  0.0479
O  0.2424  21.7584  18.3684  -0.0277  -0.0007  -0.0604
O  -1.7169  1.0391  28.0674  0.0102  0.0045  0.0269
O  -5.5156  2.1019  25.6469  -0.0022  -0.0004  0.0091
O  12.5963  19.4098  25.4061  -0.0066  -0.0019  0.0037
O  -1.1359  17.4825  34.5804  0.0034  -0.0052  0.0206
N  2.0263  24.0795  22.3518  -0.007  -0.0011  -0.0321
O  8.7238  -11.7754  22.7172  0.0035  -0.0048  -0.0156
O  0.6337  23.7881  27.375  -0.0136  0.0076  0.0367
O  13.1454  24.0397  30.2113  -0.0097  0.0078  0.0383
O  25.893  26.097  24.7015  -0.0055  -0.0006  0.0039
O  10.7146  23.3878  20.9491  0.0114  -0.0035  -0.0293
O  11.3234  11.1139  29.2858  0.0014  -0.0123  0.0404
O  9.4769  14.6696  32.2789  0.0225  0.0026  0.0834
O  2.8155  24.4008  15.2282  0.0031  -0.0068  -0.0403
O  13.2929  6.065  26.0141  -0.0056  0.0013  0.0069
O  3.57  17.1917  31.777  0.0412  0.0219  0.0731
O  4.3189  12.4948  31.7504  -0.0064  -0.0035  0.0859
O  1.8486  17.6554  29.8387  0.0191  -0.0267  0.0405
O  -9.3508  15.448  31.1428  -0.0085  -0.0104  0.0356
O  7.054  14.7021  34.6071  0.0064  -0.0021  0.0201
O  11.3621  21.6647  25.8185  0.0026  0.0045  0.0136
O  25.42  4.8931  29.5907  -0.0208  0.0148  0.0457
O  14.359  17.6072  23.7948  0.0007  0.0021  -0.0105
O  -8.1935  11.2754  27.2237  0.0063  -0.0072  0.0293
N  17.4982  22.1508  23.9769  0.0006  -0.0066  -0.0077
O  3.8076  -3.6483  34.225  -0.0167  0.0187  0.053
O  -2.195  -3.6305  26.0671  -0.0049  0.0041  0.0139
O  2.6794  0.1957  33.2741  -0.001  0.0052  0.0394
O  8.1337  34.4794  31.0664  0.0011  0.0055  0.0347
O  -6.8811  33.3026  23.4211  -0.005  0.0009  -0.0052
O  18.8321  18.3982  17.7515  -0.0053  0.0301  -0.0562
O  10.8335  -2.3337  29.6642  -0.0023  0.0138  0.0378
O  18.9337  8.2106  33.4178  0.0145  -0.0157  0.0573
O  -4.6711  20.6338  34.3414  -0.0067  0.0202  0.0467

Results
free energy: -152235.050 eV
free energy less fixed offsets of N -386.36, O -570.45, Si -639.56 eV per atom: -2.530 eV

The program warned: the cutoff lies below the one the program advises for these potential files; the forces do not sum to zero within the program's tolerance; empty levels may hold ghost states of the PAW files; the exchange-correlation potential is rough where the density is thin.
